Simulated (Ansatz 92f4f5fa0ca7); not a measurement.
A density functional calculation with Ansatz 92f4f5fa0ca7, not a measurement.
Periodic cell of 256 atoms, Si144O112, from a study of silicon, its oxide and their interface. The atomic structure is a simulated model.
Doubt: the cutoff is far below the 930 eV that the study's wrapper takes by default for these files, so forces and energies are approximate.
This geometry differs little from another in the collection (a relaxation step or a small displacement).

Settings: functional PBE; potential files Ansatz PAW; basis plane waves; wave-function cutoff 580 eV; density cutoff ratio 5; exchange-correlation grid ratio 1; k mesh 1 x 1 x 1, Gamma-centred; self-consistency stop 5e-08 eV per atom in the density residual; occupations fixed; spin none; net charge 0.

Cell vectors (angstrom)
a, 10.938, 0, 0
b, 0, 10.938, 0
c, 5.3342, 4.8172, 38.4015

Atoms and the computed forces on them: element, x, y, z (angstrom), force x, y, z (eV/angstrom)
Si, 6.9721, 3.2108, 31.0012, -0.0069, 0.0069, -0.001
Si, 9.6963, 5.9189, 30.9677, -0.0066, 0.0084, 0.0084
Si, 6.4796, 9.1865, 30.8886, 0.0152, -0.0118, 0.0212
Si, 9.1705, 0.9651, 30.9597, 0.0107, -0.0111, 0.0201
Si, 0.9655, 3.6734, 30.9434, 0.0129, -0.0137, 0.0176
Si, 3.6982, 6.468, 30.9238, 0.018, -0.0198, 0.0186
Si, 12.3628, 8.664, 30.863, -0.0125, 0.0102, 0.016
Si, 4.1998, 0.439, 30.9034, -0.0109, 0.0139, 0.0124
Si, 8.104, 4.7978, 32.3015, -0.0031, 0.0047, 0.0007
Si, 10.8262, 7.5305, 32.2529, -0.0029, 0.0028, 0.0018
Si, 8.0358, -0.6303, 32.2621, 0.0006, 0.0001, -0.0023
Si, 10.777, 2.0933, 32.2734, -0.0003, -0.0009, -0.002
Si, 2.5781, 4.8387, 32.2251, 0.0016, 0.0001, -0.0009
Si, 5.3208, 7.5902, 32.2213, 0.0015, -0.0009, -0.0023
Si, 13.5322, 10.2461, 32.2109, -0.0027, 0.0033, 0.0011
Si, 5.3319, 2.0499, 32.2313, -0.0036, 0.0007, 0.0024
Si, 6.6926, 6.1968, 33.5917, -0.0006, -0.002, 0.0057
Si, 9.4339, 8.9184, 33.5899, 0.0007, -0.0013, 0.006
Si, 6.6868, 0.7208, 33.6468, 0.0029, 0.0016, 0.0043
Si, 9.4452, 3.4436, 33.6713, 0.0008, -0.002, 0.01
Si, 12.1769, 6.1815, 33.6428, -0.0016, -0.0024, 0.0033
Si, 14.899, 8.9231, 33.6291, 0.0002, 0.0007, 0.0053
Si, 12.1774, 11.6429, 33.5873, 0.0016, -0.0004, 0.0062
Si, 3.9627, 3.4523, 33.5794, 0.0006, 0.0004, 0.0066
Si, 5.3342, 4.8172, 34.9832, -0.0397, 0.0072, -0.2375
Si, 8.0687, 7.5517, 34.9832, -0.0209, 0.0346, -0.1746
Si, 5.3342, 10.2862, 34.9832, -0.1032, -0.0025, 0.2178
Si, 8.0687, 2.0827, 34.9832, -0.0814, -0.0443, 0.3151
Si, 10.8032, 4.8172, 34.9832, 0.1019, 0.0419, 0.3382
Si, 13.5377, 7.5517, 34.9832, 0.0772, -0.0154, 0.1938
Si, 10.8032, 10.2862, 34.9832, 0.0055, -0.0215, -0.2029
Si, 13.5377, 2.0827, 34.9832, 0.0145, -0.0004, -0.2407
Si, 1.3673, -1.3673, 3.418, -0.1615, -0.1634, -0.3055
Si, 4.1018, 1.3673, 3.418, 0.2278, -0.0033, -0.1667
Si, 1.3673, 4.1018, 3.418, -0.056, 0.0054, -0.0518
Si, 4.1018, -4.1018, 3.418, 0.0813, 0.0845, -0.0196
Si, 6.8362, -1.3673, 3.418, 0.1202, 0.1423, 0.3259
Si, -1.3673, 1.3673, 3.418, -0.1916, -0.1877, 0.1333
Si, 6.8362, 4.1018, 3.418, 0.0497, -0.108, -0.2509
Si, -1.3673, 6.8362, 3.418, -0.0236, 0.2176, -0.1336
Si, 2.7568, -0.0389, 4.7253, 0.0055, -0.0012, -0.0033
Si, 5.5243, 2.6975, 4.7796, 0.0017, -0.0044, -0.0025
Si, 2.7298, 5.4799, 4.7661, -0.0006, 0, -0.0055
Si, 5.474, -2.7319, 4.8013, 0.0003, -0.0013, -0.0055
Si, -2.7275, -0.0006, 4.8657, -0.0003, -0.0007, -0.0067
Si, -0.0114, 2.7276, 4.7683, 0.0025, 0.0006, -0.0018
Si, 8.1726, 5.5004, 4.7473, -0.0023, 0.0011, -0.0015
Si, -0.0233, -2.707, 4.7923, -0.0006, 0.001, -0.0023
Si, 1.385, 1.3181, 6.0434, -0.0074, 0.0033, 0.0017
Si, 4.1499, 4.1257, 6.0529, -0.0027, 0.0023, -0.0031
Si, 1.3652, -4.0879, 6.1197, 0.0013, -0.0008, -0.0002
Si, 4.0773, -1.3949, 6.1513, -0.0038, -0.0003, 0.0017
Si, -4.0953, 1.3481, 6.2892, 0.0015, 0.0037, -0.0021
Si, -1.4058, 4.1188, 6.0726, 0.0015, -0.0035, 0.0003
Si, 6.8396, -4.0772, 6.1823, -0.0024, 0.0002, -0.0025
Si, -1.3559, -1.3627, 6.2772, 0.0002, 0.0014, 0.0001
Si, 0.3459, -0.2114, 7.4918, -0.0065, 0.0073, -0.0079
Si, 3.008, 2.4837, 7.2309, -0.0078, 0.0097, 0.0328
Si, -0.2257, -5.271, 7.3634, 0.018, -0.015, -0.0062
Si, 2.5, -2.5407, 7.492, 0.0097, -0.012, -0.0097
Si, 5.1437, 0.1811, 7.5224, 0.0048, -0.0055, -0.0014
Si, -3.0049, 3.12, 7.4679, 0.0083, -0.0102, -0.0028
Si, 5.6231, 5.3073, 7.4697, -0.0066, 0.0034, 0.0006
Si, -2.4757, -3.0431, 7.5612, -0.0036, 0.0062, -0.0027
Si, 6.7014, 3.45, 36.3505, 0.0386, -0.0318, -0.009
Si, 9.4359, 6.1845, 36.3505, 0.0193, -0.0294, -0.0167
Si, 6.7014, 8.919, 36.3505, -0.0186, 0.0074, -0.019
Si, 9.4359, 11.6535, 36.3505, -0.0403, 0.0156, -0.007
Si, 12.1704, 3.45, 36.3505, -0.022, 0.0441, 0
Si, 3.9669, 6.1845, 36.3505, -0.0354, 0.022, -0.0042
Si, 12.1704, 8.919, 36.3505, 0.0141, -0.0195, -0.0157
Si, 14.9049, 11.6535, 36.3505, 0.0392, -0.0302, -0.0103
Si, 8.0687, 4.8172, 37.7177, -0.0157, 0.0286, -0.0135
Si, 10.8032, 7.5517, 37.7177, -0.021, 0.0094, -0.0156
Si, 8.0687, 10.2862, 37.7177, -0.0036, -0.032, -0.0267
Si, 10.8032, 2.0827, 37.7177, 0.0054, -0.0239, -0.0198
Si, 2.5997, 4.8172, 37.7177, 0.0384, -0.0208, -0.017
Si, 5.3342, 7.5517, 37.7177, 0.0436, -0.0016, -0.0259
Si, 13.5377, 10.2862, 37.7177, -0.0197, 0.0263, -0.0146
Si, 5.3342, 2.0827, 37.7177, -0.0323, 0.0226, -0.0084
Si, 1.3673, 1.3673, 0.6835, -0.0191, 0.006, 0.0303
Si, 4.1018, 4.1018, 0.6835, -0.0142, 0.0304, 0.0163
Si, 1.3673, 6.8362, 0.6835, 0.0468, -0.0135, 0.0092
Si, 4.1018, -1.3673, 0.6835, -0.0004, -0.0105, 0.0197
Si, 6.8362, 1.3673, 0.6835, 0.0082, -0.0209, 0.0079
Si, -1.3673, 4.1018, 0.6835, 0.0127, -0.0336, 0.0088
Si, 6.8362, -4.1018, 0.6835, -0.0063, 0.0017, 0.0351
Si, -1.3673, -1.3673, 0.6835, -0.0218, 0.0259, 0.0192
Si, 0, 0, 2.0507, 0.0118, -0.0423, 0.01
Si, 2.7345, 2.7345, 2.0507, 0.0266, 0.0012, 0.0203
Si, 0, 5.469, 2.0507, -0.0047, 0.007, 0.0077
Si, 2.7345, -2.7345, 2.0507, -0.0576, -0.0124, -0.0054
Si, 5.469, 0, 2.0507, 0.0039, 0.0758, -0.0027
Si, 8.2035, 2.7345, 2.0507, -0.0141, 0.0509, 0
Si, 5.469, 5.469, 2.0507, -0.0444, -0.0654, 0.0097
Si, 8.2035, -2.7345, 2.0507, 0.0737, -0.0006, 0.0023
Si, 8.0959, 3.6471, 24.5503, 0.0009, -0.0005, -0.0032
Si, 2.8207, 9.5751, 20.2504, 0, 0.0008, 0.0008
Si, 11.5114, 3.3312, 21.55, -0.0004, 0.0011, -0.0027
Si, 4.7378, -1.8266, 14.8843, 0.0018, -0.0008, 0.0076
Si, 11.2379, 4.2999, 24.6007, -0.001, 0.0012, -0.0035
Si, -1.1268, -2.2885, 17.0013, -0.0018, 0.0013, 0.0052
Si, 6.9564, 5.3402, 22.1195, -0.0012, 0.0004, -0.0029
Si, 1.1526, -4.6821, 13.3853, 0.0025, -0.001, 0.0081
Si, -2.6066, 4.0746, 12.6235, -0.0026, -0.0028, 0.003
Si, -2.1684, 2.754, 15.361, -0.0007, 0.0008, 0.009
Si, 3.7541, -4.4322, 9.7328, -0.0054, -0.0016, -0.0063
Si, 3.9587, -0.1168, 12.5861, 0.0066, -0.0002, 0.0032
Si, -2.0097, -3.9872, 13.0004, -0.0004, 0.0054, 0.0031
Si, 1.1187, 0.8009, 12.8399, -0.0038, -0.0022, 0.0026
Si, -0.5694, 0.2646, 10.3702, -0.0028, 0.0042, -0.0101
Si, 3.2061, 1.635, 21.0917, 0.0018, 0.0015, -0.004
Si, 6.0717, -0.0293, 10.3949, -0.0004, -0.0031, -0.0131
Si, 3.6446, -2.6841, 17.6878, -0.0003, -0.0023, 0.0058
Si, 0.9495, -4.1808, 17.5655, 0.0008, 0.0004, 0.0054
Si, 7.9117, 7.3452, 28.7296, -0.0025, -0.0009, -0.0004
Si, 13.2691, 0.4663, 23.694, 0.0018, -0.001, -0.0016
Si, 8.889, 7.5094, 22.0404, 0.0009, -0.0002, -0.004
Si, 10.4202, 4.5769, 18.9536, -0.0008, -0.0001, 0.0027
Si, 8.1289, 2.2591, 10.3229, 0.0015, 0.0012, -0.0157
Si, 3.5055, -3.0299, 12.3951, 0.0027, -0.005, 0.0007
Si, 2.5548, 4.9645, 15.8886, 0.0019, -0.0022, 0.0074
Si, 13.1957, 1.7492, 28.7314, -0.0027, -0.0014, -0.002
Si, 2.7263, 2.7059, 25.8181, -0.0047, -0.0014, 0.0002
Si, 6.1948, 2.6545, 20.6535, -0.0016, 0.0009, -0.0012
Si, -2.6449, -2.0738, 10.5033, -0.0057, 0.0002, -0.0065
Si, 11.0195, 7.2667, 24.2108, 0.0035, -0.0022, -0.0041
Si, 10.6644, 9.2336, 20.0311, 0.0021, -0.0022, 0.0012
Si, 1.5956, 4.2336, 9.4709, 0.0086, -0.0029, -0.0206
Si, 7.6151, 0.9661, 23.017, 0.0007, -0.0013, -0.001
Si, 5.2032, 6.9467, 24.0982, -0.0021, 0.0012, -0.003
Si, 5.3842, -5.1622, 16.8133, -0.0005, -0.0022, 0.0078
Si, 5.658, 5.1397, 28.8089, 0.0009, -0.0026, -0.0022
Si, 2.7397, 8.5458, 23.1878, 0.0008, 0, -0.0025
Si, -0.4018, 0.372, 15.4024, -0.0027, -0.0015, 0.0101
Si, 7.4527, 3.6994, 18.0709, -0.0025, 0.0031, 0.0039
Si, 0.5123, 2.964, 16.4919, 0.0035, 0.0017, 0.0085
Si, 10.4638, 0.599, 22.0418, -0.0025, 0.0023, -0.0015
Si, 9.4066, 8.889, 26.3812, -0.0006, -0.0008, -0.0034
Si, 5.3449, 4.36, 25.8962, 0.0035, 0.0032, -0.0024
Si, 0.4697, 3.6215, 12.1398, 0.0048, 0.0012, -0.007
Si, 7.267, 9.2561, 24.0947, -0.0018, 0.0005, -0.0044
Si, 10.9201, -0.4467, 28.6813, 0.0024, 0.0022, 0.0003
Si, 7.3415, -3.1293, 15.558, 0.0003, -0.0019, 0.0079
O, 7.8453, -2.6919, 9.056, 0.0009, 0.001, 0.0089
O, 3.4129, -1.4871, 11.8932, -0.0019, 0.0029, 0.0002
O, 9.6748, 3.8825, 24.9788, 0.0001, -0.0002, 0.0044
O, 3.6754, 7.3997, 23.8257, 0.0019, 0, 0.0031
O, 6.7482, 6.268, 28.3776, -0.0017, -0.004, 0.0053
O, -1.3173, -4.1646, 7.9004, -0.0082, 0.0099, 0.0107
O, 13.5091, 7.5618, 30.3755, -0.0029, 0.0051, -0.0117
O, 6.7361, 4.174, 7.8987, -0.0032, 0.0031, 0.0094
O, 3.0912, -3.2058, 8.8793, 0.0011, 0.0009, 0.0071
O, 10.4871, -0.2116, 20.6385, 0.0002, 0.0004, 0.0045
O, 5.0708, 4.4304, 27.4863, 0.0013, 0.0027, 0.01
O, 4.5485, -0.4196, 14.0827, -0.003, 0.0017, -0.0035
O, 12.9515, 2.7637, 20.9927, -0.0002, -0.0001, 0.0026
O, 2.3328, 3.1756, 8.5286, 0.0024, 0.0048, -0.011
O, 12.5249, 2.9495, 29.607, -0.0014, 0.0006, -0.0029
O, -1.5723, 1.4111, 10.9715, 0.0022, -0.0038, 0.0027
O, 9.7891, 0.2648, 29.6112, -0.0012, 0.0001, -0.0039
O, 8.8052, 4.4305, 18.6665, 0.0004, -0.001, -0.0002
O, 5.3405, 10.2851, 30.3786, -0.0037, 0.001, -0.0117
O, 5.0156, -5.0257, 8.8839, 0.0027, -0.0013, 0.0012
O, 4.402, 5.812, 29.5929, 0.0019, -0.0005, -0.0053
O, 1.9284, 3.4497, 15.7967, -0.0013, 0.0002, -0.0015
O, 9.0578, 6.631, 29.635, 0.001, -0.0016, 0.0027
O, 8.298, 9.5088, 25.3465, 0.0005, 0.0006, 0.0067
O, 1.4161, -1.3847, 7.9709, -0.0013, -0.0013, 0.0107
O, 7.539, 3.3363, 11.4022, -0.0012, 0.0032, 0.0059
O, -0.0636, 0.6239, 8.8601, -0.0022, 0.0008, 0.0111
O, 11.6478, 3.9698, 23.0431, 0.0002, 0.0016, 0.0075
O, 11.7645, 0.3412, 23.0129, 0.0026, 0.0012, 0.0031
O, 8.0232, 3.3296, 14.0387, 0.0005, 0.0019, -0.002
O, 9.8513, 8.1635, 20.9282, -0.0001, 0.0006, 0.0026
O, 6.8931, 2.6145, 19.1703, 0.0007, 0.001, 0.0019
O, 7.2369, 8.5989, 29.5398, 0.0009, -0.0008, -0.0051
O, 0.3752, 5.0008, 8.7337, 0.0117, -0.011, 0.0113
O, 12.314, 3.5931, 25.5945, 0.0008, 0.0003, 0.0045
O, 2.8101, 0.2787, 20.2582, 0, 0.0004, 0.0037
O, 0.5013, -0.0364, 14.0962, 0.0027, -0.0003, -0.0026
O, -0.8448, -1.02, 16.0533, 0.001, 0.0028, 0.0001
O, -2.2547, 2.8662, 8.9178, -0.0002, -0.0009, 0.0093
O, -1.3441, -1.1477, 10.2342, 0.0008, 0.0014, 0.002
O, 4.2335, -3.9012, 11.212, 0.0017, 0.0038, 0.0082
O, 4.0699, 1.3882, 7.8535, -0.0096, 0.0096, 0.0037
O, 12.1446, 7.9887, 23.2712, -0.0009, 0.0005, 0.0051
O, 12.2629, 8.9676, 20.0369, -0.0038, 0.002, 0.002
O, -0.7561, 3.5692, 15.6187, -0.0022, -0.0005, -0.0021
O, 6.2998, -1.9107, 15.3091, -0.0015, 0.0003, -0.0018
O, 3.4838, 1.0684, 29.564, 0.0007, -0.0032, 0.0001
O, 7.9894, 6.3368, 21.3324, 0.0012, 0.0008, 0.0032
O, 13.3386, 1.3038, 25.0643, 0.0016, 0.0005, 0.0035
O, 2.66, 5.3351, 10.0069, -0.0053, -0.0031, -0.0012
O, 4.6533, -3.9836, 17.7021, -0.0001, 0.0021, -0.002
O, 2.0562, -3.0182, 17.7747, 0.0002, 0.0006, 0
O, -1.7838, 1.1912, 15.0577, 0.0006, -0.0008, -0.0003
O, 8.0694, 2.0959, 30.4463, -0.0046, 0.0042, -0.0108
O, 7.0152, -1.2005, 11.0454, 0.002, -0.0023, 0.0038
O, 1.9145, -4.9119, 14.8164, -0.0037, 0.0029, -0.0068
O, -2.1799, -3.1482, 11.6205, 0.0011, -0.0015, 0.0029
O, 1.397, 4.8285, 12.664, -0.0029, -0.0007, 0.002
O, 4.1933, 4.9923, 15.9638, -0.0019, 0.0012, 0.0003
O, 7.8149, 4.6291, 23.2951, 0.0001, -0.0017, 0.0054
O, 4.1471, 3.3823, 25.3015, 0.0008, 0.0003, 0.0034
O, 6.923, 1.2632, 9.9159, 0.0005, 0.0012, 0.0064
O, 9.0651, 0.2464, 22.774, 0.001, 0.002, 0.0022
O, 7.8133, 2.9085, 16.6781, 0.004, 0.0004, -0.0042
O, -0.1243, -3.5038, 16.5282, 0.0004, 0.0003, -0.0014
O, 9.7852, 6.8625, 23.2332, 0.0029, 0.0001, 0.0065
O, 0.6482, 0.1328, 11.4318, 0.0032, -0.0002, 0.0057
O, 1.9663, -3.5188, 12.6031, -0.0015, -0.0003, -0.0008
O, -2.6169, -3.187, 14.2684, 0.0023, -0.0013, -0.0022
O, 3.8687, -1.8739, 16.2746, 0.0023, 0.0011, -0.0046
O, -1.0616, 4.0906, 12.1549, -0.0011, 0.0001, 0.002
O, 6.3423, 3.9653, 29.6932, 0.0013, 0.0034, 0.0055
O, 6.9156, 3.9055, 25.6681, -0.0009, -0.0005, 0.0054
O, 10.8966, 6.1301, 18.7077, 0.0006, 0.003, 0.0005
O, 5.4082, -0.5562, 8.9917, 0.0003, 0.0011, 0.0055
O, 2.8283, 9.908, 24.0769, -0.0003, 0.0006, 0.0025
O, 12.0759, 0.6387, 28.3125, 0.0013, 0.0011, 0.0052
O, 2.894, 2.3964, 27.3975, 0.0026, 0.0023, 0.0017
O, 7.9687, -5.2974, 12.8062, 0.0001, -0.0007, -0.0005
O, 5.759, 6.2529, 22.733, -0.0003, 0.0002, 0.0051
O, 1.92, -5.4468, 17.2778, 0.0022, -0.0001, -0.0032
O, 10.5639, 8.2111, 25.4557, 0.0008, -0.0011, 0.005
O, 0.4754, 1.3265, 16.4208, -0.0018, -0.0024, -0.0026
O, 10.0816, 9.1326, 18.5259, -0.0001, -0.0012, 0.0003
O, 6.6716, -0.2207, 23.6376, -0.0012, -0.0011, 0.0043
O, 6.4782, -4.5037, 15.7846, 0.0028, 0.0048, -0.0011
O, 6.3068, 4.2048, 21.1626, 0.0021, 0.0017, 0.0041
O, 0.9768, 3.2965, 10.6421, -0.0033, -0.0008, 0.0051
O, -0.4337, -4.2877, 13.3638, -0.0002, -0.0003, 0.0001
O, 6.079, 8.2439, 24.569, 0.0022, 0.0021, 0.0033
O, 3.8638, 9.1317, 19.0565, 0.0001, 0.0001, -0.0002
O, 8.6184, 7.8347, 27.3507, 0.0047, 0.0041, 0.0008
O, 10.7944, 4.7962, 30.4279, -0.0062, 0.007, -0.0124
O, 7.9289, 8.6102, 22.7489, -0.0007, 0.0017, 0.0051
O, 4.323, -3.041, 13.8296, -0.001, -0.0008, -0.0017
O, 11.5193, 5.8768, 24.87, -0.001, 0.0022, 0.0039
O, 3.3606, 1.1995, 22.6561, -0.0017, -0.0005, 0.0056
O, 0.2746, 3.4554, 18.0376, -0.0015, 0.0006, -0.0023
O, 5.0553, 0.4956, 11.555, -0.0033, 0.0008, 0.0056
O, 10.393, 2.1605, 21.6417, 0.0011, -0.0034, 0.0027
O, 3.274, 8.9206, 21.6819, -0.0021, -0.0008, 0.0055
O, 5.1792, 5.8548, 25.2875, -0.0012, -0.0023, 0.0045
O, 0.5837, 2.3133, 13.0738, -0.0008, 0, 0.001
O, 7.876, 2.1003, 24.1365, -0.0004, 0.004, 0.0038
O, 11.6178, 9.2508, 29.5026, 0.0004, -0.0005, -0.0023
O, 6.9552, 1.6145, 21.6662, 0.0023, -0.0013, 0.0041
O, 6.2295, 4.7614, 17.7762, 0.0006, 0.0013, -0.0004
O, 4.6124, 2.251, 20.5464, -0.0008, -0.0007, 0.0033
O, -2.6745, -2.7906, 16.862, -0.002, 0.0002, -0.0035
O, 10.1722, 9.9909, 27.3187, -0.0042, -0.0034, -0.0002
O, 2.7359, 0.9173, 12.8035, -0.0002, -0.0001, -0.001
O, 10.8537, 4.3821, 20.5099, 0.0013, -0.0008, 0.0021

Results
free energy: -155248.384 eV
free energy less fixed offsets of O -568.88, Si -635.61 eV per atom: -5.984 eV

The program warned: the cutoff lies below the one the program advises for these potential files; the exchange-correlation potential is rough where the density is thin.
